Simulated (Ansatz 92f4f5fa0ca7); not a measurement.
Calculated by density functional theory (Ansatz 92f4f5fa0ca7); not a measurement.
Periodic cell of 215 atoms, Si133O82, from a study of silicon, its oxide and their interface. The atomic structure is a simulated model.
Doubt: the cutoff is far below the 930 eV that the study's wrapper takes by default for these files, so forces and energies are approximate.
This geometry differs little from another in the collection (a relaxation step or a small displacement).

Settings
functional: PBE
potential files: Ansatz PAW
basis: plane waves
wave-function cutoff: 580 eV
density cutoff ratio: 5
exchange-correlation grid ratio: 1
k mesh: 1 x 1 x 1, Gamma-centred
self-consistency stop: 5e-08 eV per atom in the density residual
occupations: fixed
spin: none
net charge: 0

Cell vectors (angstrom)
a, 10.938, 0, 0
b, 0, 10.938, 0
c, 0, 0, 31.5432

Atoms and the computed forces on them: element, x, y, z (angstrom), force x, y, z (eV/angstrom)
Si, 10.4353, 0.5746, 24.3402, 0.0042, -0.0028, -0.0008
Si, 6.0456, 10.5016, 24.1516, -0.0005, 0.0033, 0.0012
Si, 2.131, 3.2471, 24.0836, 0.0026, -0.0027, -0.0011
Si, 8.7037, 2.2561, 24.3091, -0.0042, 0.0001, 0.0001
Si, 0.5031, 5.0527, 24.1671, -0.001, 0.0002, 0.0017
Si, 5.0544, 5.8928, 24.1942, 0.0023, -0.0029, -0.0011
Si, 3.3985, 7.6479, 24.1619, -0.0017, 0.0008, -0.0013
Si, 7.8312, 8.8282, 23.9921, -0.0013, -0.0015, -0.0004
Si, 1.3427, 1.48, 25.456, 0.0011, -0.004, -0.0067
Si, 6.9225, 1.298, 25.5029, -0.004, 0.0022, -0.0071
Si, 4.0278, 4.1001, 25.3253, -0.0009, -0.0002, -0.004
Si, 9.6701, 4.0938, 25.4229, -0.0008, 0.0027, -0.007
Si, 1.5007, 6.8131, 25.371, -0.0023, 0.002, -0.0045
Si, 6.899, 6.9466, 25.2392, 0.001, -0.0015, -0.003
Si, 4.2333, 9.5293, 25.3452, -0.0004, 0.0004, -0.0031
Si, 9.529, 9.6412, 25.4358, 0.0026, -0.003, -0.008
Si, 2.7812, 0.0051, 26.6401, -0.002, 0.0001, 0.0043
Si, 8.2265, -0.0291, 26.9464, 0.0002, -0.0008, 0.0188
Si, 0.0181, 2.7672, 26.9194, 0.0005, 0, 0.0159
Si, 5.4505, 2.7338, 26.6642, 0.0008, 0.0011, 0.0033
Si, 2.7613, 5.4366, 26.8392, 0.0056, 0.0018, 0.0113
Si, 8.2278, 5.523, 26.6265, -0.0032, -0.0004, 0.0052
Si, 0.0423, 8.2105, 26.6495, -0.0006, -0.0005, 0.0038
Si, 5.5577, 8.1955, 26.7951, -0.0011, -0.0025, 0.0084
Si, 4.1102, 1.3657, 28.0706, 0.0016, -0.0033, -0.0051
Si, 9.596, 1.3694, 28.2409, 0.0004, 0.0028, -0.0016
Si, 1.3946, 4.1194, 28.2383, -0.005, 0.0039, 0.0015
Si, 6.8379, 4.1344, 28.0205, -0.0006, 0.0042, -0.0094
Si, 4.1609, 6.8213, 28.144, 0.0035, -0.0021, -0.0111
Si, 9.5983, 6.8502, 28.0515, 0.0022, -0.0005, -0.007
Si, 1.395, 9.5897, 28.0438, 0.0034, 0.0008, -0.0094
Si, 6.8506, 9.5341, 28.2413, 0.0035, 0.003, 0.0005
Si, 0.0534, -0.0234, 29.5266, -0.0036, 0.0055, 0.0023
Si, 5.4473, 0.0115, 29.4915, 0.0023, -0.0034, 0.0028
Si, 2.7707, 2.7061, 29.525, -0.0028, 0.0032, 0.0013
Si, 8.1718, 2.7726, 29.4736, 0.0059, -0.0055, 0.0051
Si, -0.0162, 5.5049, 29.4975, 0.0061, -0.0047, 0.0021
Si, 5.5107, 5.4481, 29.5039, -0.0019, 0.004, 0.0011
Si, 2.7509, 8.2153, 29.4431, 0.0002, -0.0004, 0.0067
Si, 8.2565, 8.1609, 29.5314, -0.0056, 0.0045, 0.0004
Si, 1.396, 1.3544, 30.9056, 0.0029, -0.0026, -0.0012
Si, 6.8174, 1.382, 30.8377, -0.0035, 0.0008, -0.0025
Si, 4.1299, 4.0872, 30.8837, 0.0028, -0.0026, -0.0009
Si, 9.5509, 4.1205, 30.8425, -0.0026, 0.0027, -0.0025
Si, 1.3746, 6.8634, 30.829, -0.0038, 0.0015, -0.0021
Si, 6.8695, 6.8038, 30.8962, 0.0027, -0.0035, -0.0009
Si, 4.0899, 9.576, 30.8451, -0.0008, 0.0034, -0.0032
Si, 9.6066, 9.55, 30.8942, 0.0018, -0.0032, -0.0008
Si, 2.7505, -0.0308, 0.722, 0.0029, -0.0018, 0.0024
Si, 8.1808, 0.0033, 0.659, -0.0007, 0.005, 0.0025
Si, -0.0284, 2.7483, 0.6694, -0.004, 0.0024, 0.0014
Si, 5.4804, 2.7093, 0.714, 0.0023, -0.0017, 0.0027
Si, 2.7156, 5.48, 0.6604, -0.0028, 0.0029, 0.0013
Si, 8.2199, 5.4326, 0.7332, 0.0027, -0.0015, 0.002
Si, 0.0377, 8.1799, 0.7169, 0.0035, -0.003, 0.0026
Si, 5.4667, 8.2119, 0.6652, -0.0036, 0.0018, 0.0009
Si, 4.1199, 1.3332, 2.0789, -0.0018, 0.0013, -0.0056
Si, 9.5247, 1.3793, 2.0271, 0.006, -0.0082, 0.002
Si, 1.322, 4.1331, 2.0414, 0.0045, -0.0052, -0.0017
Si, 6.8527, 4.0504, 2.0881, -0.0046, 0.0038, -0.0056
Si, 4.0744, 6.8607, 2.022, 0.008, -0.0056, 0.0007
Si, 9.6079, 6.7993, 2.0743, -0.0046, 0.0042, -0.0029
Si, 1.386, 9.5461, 2.0923, -0.0021, 0.0022, -0.0058
Si, 6.8256, 9.5727, 2.0568, -0.0001, -0.0003, -0.0032
Si, -0.0529, -0.0093, 3.3447, -0.0047, 0.0071, -0.0013
Si, 5.4711, -0.0242, 3.5006, -0.0003, 0.0012, 0.0052
Si, 2.6892, 2.7231, 3.3362, 0.0027, 0.0035, 0.0069
Si, 8.1913, 2.6811, 3.5119, 0.0001, -0.0041, 0.0063
Si, -0.0141, 5.4572, 3.5299, -0.0047, 0.0038, 0.0084
Si, 5.4469, 5.4717, 3.3264, -0.0048, 0.0023, -0.0023
Si, 2.7481, 8.1891, 3.4983, -0.0008, -0.0009, 0.005
Si, 8.2244, 8.1835, 3.3746, 0.0059, -0.0076, 0.006
Si, 1.2864, 1.3675, 4.6742, -0.0016, -0.001, -0.0125
Si, 6.84, 1.2965, 4.9286, 0.0018, 0.0004, -0.0051
Si, 4.0566, 4.1154, 4.6445, -0.004, -0.003, -0.0186
Si, 9.5323, 4.0581, 4.907, 0.0035, 0.0018, -0.0058
Si, 1.3574, 6.8645, 4.904, -0.0006, -0.0023, -0.0033
Si, 6.8339, 6.8001, 4.6834, -0.001, 0.0026, -0.0106
Si, 4.1072, 9.5575, 4.9039, 0.0009, -0.0015, -0.0048
Si, 9.5693, 9.565, 4.7494, -0.0031, 0.0006, -0.0083
Si, 2.6129, 0.0401, 6.1052, 0.0065, -0.0024, 0.0109
Si, 8.2259, -0.1393, 6.2777, -0.0018, 0.0015, 0.0043
Si, -0.0229, 2.6451, 6.2044, -0.0028, 0, 0.0087
Si, 5.3714, 2.7653, 6.073, 0.0039, -0.0078, 0.007
Si, 2.7492, 5.4251, 6.1437, -0.0009, 0.0041, 0.0064
Si, 8.0908, 5.4366, 6.1826, 0.001, -0.0028, 0.0054
Si, -0.0062, 8.2951, 6.2362, 0.0033, -0.0003, 0.0012
Si, 5.5676, 8.1456, 6.1603, -0.0022, 0.0013, 0.0087
Si, 3.4682, 1.9396, 7.1797, 0.0032, -0.0004, -0.0002
Si, 10.0207, 0.8253, 7.4763, -0.0022, 0.0036, 0.0023
Si, 1.7665, 3.6546, 7.3527, -0.0026, 0.0017, -0.0016
Si, 6.2045, 4.5226, 7.384, -0.0001, -0.001, 0.0019
Si, 4.6354, 6.3044, 7.2582, -0.0028, 0.0031, 0.0007
Si, 9.1626, 7.1861, 7.3273, 0.0018, -0.0024, 0.0028
Si, 0.8904, 10.1542, 7.5238, -0.0005, -0.0008, 0.0016
Si, 7.4114, 8.8813, 7.4976, -0.0018, 0.0033, -0.0036
O, 4.5622, 6.602, 8.8851, 0.0002, 0, 0.0012
O, 1.3822, 3.9805, 8.9413, -0.0015, 0.0014, -0.0003
O, 9.7502, 6.5425, 8.743, -0.001, 0.0011, -0.0001
O, 1.302, 10.1061, 9.1552, -0.0002, 0.0006, -0.001
O, 6.0649, 4.2182, 9.0247, 0.0007, -0.0035, 0.0036
O, 3.7003, 1.6142, 8.7706, 0.0076, -0.0023, 0.0144
O, 7.1382, 8.9622, 9.1477, 0.0007, 0.0037, 0.0077
O, 9.6481, 1.0764, 9.0777, 0.0004, -0.0001, -0.001
O, 8.237, 2.539, 22.751, -0.0007, 0, 0.001
O, 10.9945, 5.5528, 22.6488, -0.0003, 0.0001, 0.0004
O, 5.6257, 0.0976, 22.6452, -0.0008, 0.001, 0.0002
O, 5.2932, 5.3957, 22.6302, -0.0001, 0, 0.001
O, 2.1549, 2.8008, 22.4789, 0.0005, -0.0006, 0.0004
O, 3.3309, 7.8576, 22.5104, 0.0004, 0.0005, 0.0016
O, 8.3817, 8.7457, 22.4124, 0.0005, 0.0002, 0.0008
O, -0.1621, 11.231, 22.7544, 0.0006, 0.0005, 0.0007
Si, 2.1521, 2.9679, 12.8871, -0.0021, -0.003, -0.0007
Si, 8.6804, 1.3113, 10.3624, -0.005, 0.0015, -0.0014
Si, 1.0618, 4.4985, 15.3439, 0.0015, -0.0021, 0.0013
Si, 7.5414, 5.5816, 12.199, -0.0034, 0.0027, -0.003
Si, 2.416, 8.1813, 21.2089, -0.0003, -0.0017, -0.0001
Si, 5.4118, 7.7895, 12.4674, 0.0012, -0.0002, -0.0028
Si, 9.2653, 0.4529, 15.5041, -0.0003, 0.0004, 0.0003
Si, 2.9166, -0.0393, 16.6601, 0.0005, 0.0007, 0.001
Si, 10.4655, 1.1549, 12.6091, 0.0034, -0.0022, 0.001
Si, 7.7646, 2.8292, 21.2359, 0.0018, -0.0006, -0.0033
Si, 9.1322, 8.7831, 14.4643, -0.0024, 0, -0.0006
Si, 1.4673, 4.7749, 10.3616, 0.0017, -0.0032, -0.0015
Si, 4.4846, 9.4829, 19.1354, 0.0002, 0.0019, 0.0011
Si, 11.0743, 6.0993, 21.1177, 0.0013, 0.001, -0.0017
Si, 6.6171, 10.4471, 14.8464, 0.0022, 0.0005, 0.0006
Si, 5.3902, 0.7306, 21.1737, -0.0011, -0.0031, -0.0023
Si, 2.3431, 9.806, 10.3875, 0.0005, 0.0021, 0.0004
Si, 0.4312, 10.6353, 21.3848, -0.0003, 0.0002, -0.0002
Si, 5.8529, 5.2538, 21.1217, -0.0006, 0.0016, -0.0009
Si, 3.6369, 7.082, 10.1092, -0.0008, -0.0042, -0.0008
Si, 9.0408, 5.685, 14.8402, 0.0005, 0.0005, 0.0009
Si, 3.6566, 4.0845, 19.0877, -0.0008, -0.0006, 0.0012
Si, 10.0306, 3.6633, 19.3221, -0.0006, 0.0002, 0.0009
Si, 4.2556, 8.6687, 15.3574, -0.0001, 0.0025, 0.001
Si, 0.4541, 1.9189, 17.1607, -0.0002, -0.0005, 0.0008
Si, 6.7954, 7.5337, 19.2454, -0.0002, 0.0001, 0.001
Si, 5.2574, 3.6247, 16.7375, -0.0009, -0.0001, 0.002
Si, 7.7833, 5.0104, 17.5253, 0.0002, 0.0001, 0.003
Si, 6.6588, 9.9251, 10.3746, -0.006, 0.0027, -0.0063
Si, 4.3773, 1.0513, 10.1068, 0.0009, 0.0032, -0.0108
Si, -0.0337, 9.0867, 11.9085, -0.0015, 0.0027, 0.0001
Si, 9.1029, 8.6337, 20.9389, 0.001, 0.0006, -0.0002
Si, 4.555, 1.6671, 14.5776, -0.0022, -0.001, 0
Si, 2.4478, 2.0853, 21.0439, -0.0009, 0.0004, 0.0005
Si, 6.3271, 3.3409, 10.3725, 0.0062, -0.0016, -0.0037
Si, 3.4295, 5.917, 16.7278, -0.0004, -0.0009, 0.0016
Si, 9.8782, 6.5346, 10.3571, 0.0003, -0.0031, 0.001
O, 0.1243, 2.6295, 18.5897, 0, -0.0003, -0.0003
O, 2.9253, 9.6355, 15.5819, 0.0004, -0.0016, -0.0002
O, 10.8592, 4.8069, 20.1468, -0.0002, -0.0004, -0.0006
O, 7.58, 2.4125, 9.9318, 0.0008, 0.0032, 0.0082
O, 10.9214, 5.3409, 10.8091, -0.001, 0.0012, -0.0016
O, 6.5941, 6.7388, 12.8629, 0.0017, -0.0004, -0.0032
O, 10.3195, 8.0575, 10.7883, 0.0018, 0.0016, 0.0001
O, 7.6688, 9.4573, 13.9992, -0.0006, -0.0007, -0.0002
O, 8.4094, 6.2105, 10.9751, -0.0026, -0.0025, 0.0023
O, 5.3583, 10.4793, 20.0757, -0.0011, 0.0003, 0.0007
O, 2.1633, 3.7321, 11.4297, -0.0001, 0.0007, 0.0006
O, 7.9777, 8.5458, 19.7549, -0.0002, -0.0006, -0.0007
O, 6.2089, 6.7313, 20.5451, -0.0001, -0.0005, 0.0001
O, 5.5099, 2.7184, 15.4054, 0.0004, 0.0002, -0.0001
O, 1.3063, 0.9281, 20.6999, -0.0002, -0.0011, 0.0011
O, 6.0452, 9.0577, 11.6241, -0.0016, 0.0004, -0.0032
O, 4.6194, 4.9915, 16.1089, -0.001, 0.0009, -0.0001
O, 6.5937, 3.9028, 17.6349, -0.0002, -0.0002, -0.0016
O, 10.5208, 10.6643, 11.8179, -0.0001, 0.0003, 0.0007
O, 5.5827, 0.4977, 13.9904, -0.0002, 0, 0.0005
O, 8.0188, 5.0873, 15.9304, 0.0002, -0.0007, -0.0014
O, 9.7321, 9.8141, 15.5905, 0.0011, -0.001, -0.0004
O, -0.3988, 5.151, 15.1269, -0.0013, 0.0005, -0.0004
O, 1.5718, 6.8341, 20.804, -0.0006, 0.0002, 0.0005
O, 1.5037, 0.6397, 17.18, -0.0004, 0.0004, -0.0005
O, 6.598, 1.7676, 20.8059, 0.0005, 0.0011, 0.0019
O, 1.0127, 1.787, 12.8358, -0.0028, -0.0021, 0.0003
O, 3.2399, 5.497, 18.3209, 0.0011, 0.0006, -0.0007
O, 9.5282, 2.0113, 11.5844, -0.0021, -0.0014, -0.0036
O, 1.012, 3.0998, 16.1828, -0.0002, 0.0014, -0.0012
O, 8.5798, 5.1418, 13.3764, -0.0016, 0.0007, 0.0004
O, 10.2821, 8.5776, 13.32, -0.0005, 0.0002, 0.0007
O, 1.4463, 9.3999, 21.68, -0.0007, 0.0012, -0.002
O, 10.0792, 9.9373, 20.6086, -0.0007, -0.0013, 0.0004
O, 3.1792, 0.2093, 10.8783, 0.0013, -0.0001, -0.0011
O, 5.0762, 2.3573, 10.8316, -0.0014, -0.0051, -0.0042
O, 1.7359, 4.1508, 13.914, -0.0017, 0.0003, 0.0022
O, 7.9127, 10.8712, 10.8499, -0.0036, 0.0018, -0.0034
O, 9.1322, 4.4671, 18.2314, -0.0002, -0.0002, -0.0007
O, 5.6368, 9.4951, 15.7684, -0.0005, -0.0012, 0
O, 5.528, -0.0324, 9.7383, 0.0014, 0.0019, 0.0043
O, 3.5918, 2.3079, 13.3943, -0.0006, 0.0009, 0.0002
O, 1.977, 5.645, 16.0455, -0.0004, -0.0012, -0.0029
O, 9.7121, 1.046, 14.0461, 0.0013, 0.0006, -0.0011
O, 4.3951, 6.9385, 11.5299, 0.0015, 0.001, 0.0003
O, 4.7542, 4.4898, 20.2102, 0.0001, 0.0003, 0.0002
O, 9.9521, 1.3393, 16.6574, 0.0003, -0.001, -0.0003
O, 6.6643, 4.3178, 11.6428, 0.0008, -0.0007, -0.0026
O, 5.5844, 8.405, 18.5755, -0.0005, 0.0003, 0.0004
O, 9.0758, 2.7351, 20.2707, -0.0004, 0.0008, -0.0005
O, 3.6069, 1.1342, 15.7837, 0.0004, 0.0007, 0.0003
O, 4.214, 3.0786, 17.8983, 0.0008, 0.0003, -0.0013
O, 9.9184, 7.2212, 20.8933, 0.0005, -0.0001, 0.0003
O, 3.3469, 8.6594, 9.8179, -0.0008, 0.0016, 0.0017
O, 3.9305, 7.4267, 16.3709, 0, 0.0002, -0.0021
O, 7.6309, 0.4803, 15.7036, 0, 0.0002, 0.0001
O, 8.9201, 7.2973, 15.0475, -0.0002, -0.0001, -0.0002
O, 3.933, 1.4392, 21.1433, 0.0032, 0.0003, 0.0006
O, 1.5929, 9.1388, 11.6968, -0.003, 0.0014, -0.0015
O, 2.317, 6.1505, 10.1755, 0.0017, 0.0008, 0.0024
O, 7.3493, 6.4584, 18.1452, 0, -0.0001, -0.0006
O, 7.2172, 4.3623, 21.1204, -0.0006, -0.0024, 0.0007
O, 4.5435, 8.2393, 13.7923, 0.0002, -0.0001, -0.0008
O, 3.3334, 8.6597, 19.9565, 0.0013, 0.0001, -0.001
O, 2.4927, 3.2409, 19.8723, 0.0007, 0.001, -0.0008
O, 3.7437, 10.3666, 17.9726, -0.0001, -0.001, -0.0007

Results
free energy: -131185.723 eV
free energy less fixed offsets of O -568.88, Si -635.61 eV per atom: -1.433 eV

The program warned: the cutoff lies below the one the program advises for these potential files; the exchange-correlation potential is rough where the density is thin.
